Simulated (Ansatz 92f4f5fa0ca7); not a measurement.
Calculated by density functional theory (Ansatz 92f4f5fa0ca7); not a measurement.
Periodic cell of 222 atoms, Si131O89As2, from a study of silicon, its oxide and their interface. The atomic structure is a simulated model.
Doubt: the cutoff is far below the 930 eV that the study's wrapper takes by default for these files, so forces and energies are approximate.
This geometry differs little from another in the collection (a relaxation step or a small displacement).

Settings
functional: PBE
potential files: Ansatz PAW
basis: plane waves
wave-function cutoff: 580 eV
density cutoff ratio: 5
exchange-correlation grid ratio: 1
k mesh: 1 x 1 x 1, Gamma-centred
self-consistency stop: 5e-08 eV per atom in the density residual
occupations: fixed
spin: none
net charge: 0

Cell vectors (angstrom)
a	10.938	0	0
b	0	10.938	0
c	0	0	32.1988

Atoms and the computed forces on them: element, x, y, z (angstrom), force x, y, z (eV/angstrom)
Si	10.6109	0.2487	24.8537	-0.0036	-0.0071	-0.0129
Si	5.9069	10.5981	24.6084	0.0037	0.0002	0.0126
As	2.4232	2.9	24.3064	0.1057	-0.1257	0.05
Si	8.4311	2.4933	24.8128	0.0004	-0.0056	-0.0259
As	0.4657	5.0403	24.8786	-0.0448	0.0194	-0.0776
Si	5.1182	5.7113	24.6846	-0.0041	-0.0022	-0.0181
Si	2.9275	8.0179	24.5883	0.0038	0.0127	-0.0246
Si	8.0569	8.2881	24.8472	-0.0011	0.0017	-0.0117
Si	1.34	1.4667	25.9983	0.0151	-0.0202	-0.0174
Si	6.8492	1.3013	26.0707	0.0035	-0.0042	0.0008
Si	3.9516	4.0677	25.9366	0.0015	-0.0182	-0.0214
Si	9.5511	4.1166	26.1225	0.0265	-0.0046	-0.0003
Si	1.3819	6.9124	26.0664	0.0028	-0.0196	0.0076
Si	6.7282	6.8029	26.0764	-0.0061	0.0105	0.0031
Si	4.1403	9.5902	25.8942	0.01	-0.0003	-0.0073
Si	9.5094	9.5887	26.1813	-0.007	-0.0016	0.0054
Si	2.7488	0.0315	27.2809	-0.0058	0.0025	-0.0059
Si	8.1547	-0.004	27.5404	-0.0072	-0.0056	-0.0106
Si	-0.0009	2.7479	27.471	-0.0106	0.0088	0.0038
Si	5.411	2.7347	27.3107	-0.0053	0.0016	-0.0073
Si	2.7187	5.4719	27.4165	-0.0026	-0.0041	0.0015
Si	8.1411	5.4782	27.4209	0.0117	0.0079	-0.0035
Si	-0.0027	8.2329	27.4439	-0.0116	-0.0039	-0.0016
Si	5.4159	8.2362	27.4145	0	0.0083	-0.014
Si	4.0857	1.3678	28.7278	-0.004	0.0024	0.0025
Si	9.5668	1.3708	28.8286	0.0133	-0.0032	-0.0005
Si	1.3607	4.1219	28.8081	-0.0029	0.0073	0.0071
Si	6.7922	4.0751	28.7469	-0.0035	-0.0099	-0.0046
Si	4.0874	6.8434	28.7825	0.0108	-0.0091	0.0044
Si	9.5503	6.8383	28.7786	0.0005	-0.0005	0.0052
Si	1.4042	9.6079	28.74	0.013	0.0031	-0.0035
Si	6.7793	9.5583	28.8363	-0.0008	-0.0011	-0.0012
Si	0.0174	-0.0049	30.1482	-0.0078	-0.002	0.0014
Si	5.4378	0.0224	30.1548	0.0014	-0.002	-0.0026
Si	2.7363	2.7335	30.1378	0.0039	-0.0023	-0.0051
Si	8.1831	2.7459	30.1489	-0.0021	0.0031	-0.0004
Si	-0.0134	5.4799	30.1552	-0.0009	-0.0031	-0.001
Si	5.4634	5.4683	30.1383	0.0019	0.0105	0.0019
Si	2.7258	8.2162	30.14	-0.0088	0.0012	0.0012
Si	8.1938	8.204	30.157	0.0006	0.0016	-0.0016
Si	1.3673	1.3673	31.515	0.0825	0.0373	0.0069
Si	6.8362	1.3673	31.515	-0.0565	0.04	-0.0081
Si	4.1018	4.1018	31.515	-0.0059	-0.0455	-0.0452
Si	9.5708	4.1018	31.515	-0.1275	0.0719	-0.0116
Si	1.3673	6.8362	31.515	-0.0727	0.1431	-0.067
Si	6.8362	6.8362	31.515	-0.0056	-0.1018	0.0202
Si	4.1018	9.5708	31.515	-0.1116	0.0244	0.0165
Si	9.5708	9.5708	31.515	0.0604	-0.0066	-0.0262
Si	2.7345	0	0.6835	0.0382	-0.0483	0.1073
Si	8.2035	0	0.6835	-0.0423	0.0533	-0.0944
Si	0	2.7345	0.6835	-0.0451	-0.0272	0.0581
Si	5.469	2.7345	0.6835	0.1163	-0.0334	0.0038
Si	2.7345	5.469	0.6835	-0.0123	0.1378	-0.1397
Si	8.2035	5.469	0.6835	0.0748	-0.0919	0.1033
Si	0	8.2035	0.6835	0.0888	-0.1128	-0.0175
Si	5.469	8.2035	0.6835	-0.0124	0.0326	0.0559
Si	4.1222	1.3602	2.0533	-0.0002	-0.0012	0.0007
Si	9.5665	1.3561	2.0523	0.0012	0.0018	-0.0002
Si	1.3663	4.1229	2.0361	0.0001	-0.0024	0.001
Si	6.8484	4.0858	2.0574	0.0004	0.0008	0
Si	4.1054	6.8289	2.0538	-0.0009	0.0003	0
Si	9.5788	6.8365	2.0511	-0.0002	-0.001	0.001
Si	1.3809	9.5501	2.0501	-0.0005	0	0.0003
Si	6.831	9.5883	2.0491	-0.0004	-0.0005	0.0009
Si	-0.0053	-0.035	3.3872	-0.0031	-0.0036	-0.0029
Si	5.4909	0.0113	3.4659	0.0011	-0.0007	0.0009
Si	2.7741	2.7818	3.3625	0.0027	0.0045	-0.0044
Si	8.1926	2.6976	3.4467	-0.0013	-0.002	0.0012
Si	0.0195	5.4796	3.4324	0.0007	0.0018	0.0007
Si	5.4839	5.4634	3.4065	-0.0002	-0.0007	-0.0016
Si	2.7673	8.2066	3.4443	0.0023	0.0003	0.0022
Si	8.2085	8.2234	3.3808	0.0004	0.0007	-0.0028
Si	1.3954	1.3853	4.6273	-0.0005	-0.0004	0.0046
Si	6.8478	1.347	4.9031	-0.0002	0.0005	-0.0015
Si	4.1578	4.0824	4.7994	-0.001	-0.0013	0.0007
Si	9.5787	4.081	4.7591	0.0008	0.0001	-0.0007
Si	1.416	6.8296	4.8165	-0.0007	-0.0011	-0.0009
Si	6.831	6.8814	4.7278	-0.0002	-0.0006	0.0011
Si	4.1381	9.5742	4.8411	-0.0006	-0.0007	-0.0031
Si	9.5589	9.5481	4.7875	0.0013	0.0005	0.0012
Si	2.7481	0.1058	6.0554	-0.0002	-0.0018	0.0004
Si	8.2084	-0.0646	6.2605	0.0009	0.0008	0.0008
Si	0.032	2.6671	6.0343	-0.0008	0	0.0002
Si	5.4771	2.7218	6.2871	0.0013	0.0003	0.0003
Si	2.817	5.4721	6.175	0.0001	-0.0001	0.0005
Si	8.1779	5.474	6.0416	-0.0001	-0.0003	-0.0001
Si	0.0142	8.1831	6.1507	0.0001	0.0003	-0.0001
Si	5.5327	8.217	6.2239	-0.0004	-0.0002	0.0011
Si	3.8397	1.5652	7.5967	0.0008	0.0004	0.0051
Si	9.8426	1.1371	7.444	-0.0014	-0.0015	0.0027
Si	1.6331	3.7909	7.3045	0.0004	0.0011	0.0045
Si	6.6538	4.4099	7.4773	-0.0003	-0.0028	0.0037
Si	4.4111	6.6276	7.5354	-0.0012	0.0006	0.0035
Si	9.3713	6.943	7.4036	0.002	0.0003	0.0045
Si	1.1426	9.9138	7.2896	0.0002	-0.0008	0.0037
Si	7.1634	9.2219	7.6601	0.0001	0.0005	0.0036
O	8.3175	8.0849	7.9085	-0.0005	-0.0006	-0.0034
O	2.7209	2.7297	7.9507	-0.0006	0.0011	-0.0039
O	9.5437	1.3871	24.2747	0.0035	0.0104	0.0103
O	4.0184	6.8437	24.1379	-0.0053	-0.0067	0.0104
O	0.0313	0.0226	7.9508	-0.0001	0.0005	-0.0034
O	5.5298	5.5054	8.0267	0.0002	0.0003	-0.0036
O	7.0024	9.4117	24.2656	0.0058	-0.0144	-0.0244
O	3.8692	7.3854	8.9206	0.0005	-0.0004	-0.0031
O	0.8075	4.3644	8.5909	0.0004	-0.0011	-0.0036
O	9.8187	6.1719	8.8001	-0.0009	0.0001	-0.0033
O	2.1108	9.3779	8.4993	0	0.0002	-0.0032
O	7.5058	3.9189	8.8033	-0.0003	0.0006	-0.003
O	4.2756	0.9092	9.0595	-0.0006	-0.0001	-0.0043
O	6.7337	9.5478	9.2144	0.0002	-0.0003	-0.0035
O	9.2154	1.8578	8.7875	0.0005	-0.0001	-0.0031
O	7.7114	3.1691	23.5053	-0.0041	-0.0032	0.0041
O	10.7634	5.6577	23.2884	-0.0853	0.1363	-0.0315
O	5.6512	0.2213	23.082	-0.1145	0.0969	-0.0165
O	5.8488	5.0922	23.346	0.0003	-0.0041	0.0062
O	3.4483	1.4373	23.615	0.0995	0.1571	-0.158
O	2.271	8.6991	23.2208	0.0027	-0.0023	0.0087
O	8.7763	7.495	23.5993	0.0778	-0.0303	-0.0179
O	0.2065	10.334	23.5727	0.0055	0.0029	0.0067
Si	4.6047	1.3263	22.4653	-0.0858	-0.0386	0.1295
Si	3.5023	7.8977	14.015	0	-0.0004	0.0069
Si	7.1257	0.9304	14.6477	-0.0008	-0.0004	0.0067
Si	0.9191	9.3363	22.517	0.0089	0.0048	-0.0088
Si	1.1914	4.2865	11.8688	0.0002	-0.001	0.0063
Si	6.2835	8.93	15.2876	0	0.0001	0.0067
Si	0.6872	1.3465	12.2874	-0.0001	-0.0003	0.0057
Si	8.6142	4.907	20.5225	-0.0077	0.0034	-0.0075
Si	0.3313	5.7024	9.3566	0.0004	0.0001	0.0059
Si	5.1136	3.0876	17.9232	-0.0007	0.0008	0.005
Si	0.8911	3.7141	16.7427	0.0008	0.0001	0.0053
Si	10.4025	2.8073	19.2217	0.0021	-0.0027	0.0014
Si	5.2895	1.1631	10.3382	0	0.0001	0.0063
Si	0.8991	0.1469	19.8338	-0.0006	0.0017	0.0006
Si	6.6535	9.4418	10.8525	0.0008	-0.0009	0.0068
Si	9.3574	9.6489	18.3039	-0.001	0.0004	0.0062
Si	9.4043	9.2168	12.5494	0	-0.0004	0.0061
Si	6.5407	3.8263	22.5805	0.009	0.0065	-0.0034
Si	2.4477	8.06	9.3707	-0.0003	0.0003	0.006
Si	10.6113	7.3396	17.0623	-0.0002	0	0.0054
Si	2.5298	6.2567	16.5645	0.0013	-0.0005	0.0067
Si	10.1926	4.463	14.1783	-0.0002	-0.0001	0.0063
Si	6.1629	9.14	18.4836	0.0003	-0.0007	0.0051
Si	7.9727	2.563	9.5722	-0.0001	-0.0002	0.0065
Si	8.8901	2.1225	12.4397	0.0001	-0.0008	0.0065
Si	5.3587	6.2073	18.0489	-0.0006	-0.0006	0.0058
Si	3.9534	0.5099	19.4327	-0.0013	-0.0029	-0.0035
Si	4.2871	3.8193	12.0341	-0.0004	0	0.0061
Si	5.557	6.5767	12.1157	-0.0002	-0.0004	0.0059
Si	8.0268	2.4673	17.2113	-0.0005	0.0005	0.0049
Si	4.3708	2.4558	14.9472	0.0002	-0.0002	0.0076
Si	1.5464	1.1889	15.2459	0.0005	0	0.0067
Si	1.5834	9.3914	12.0362	-0.0007	0.0001	0.0063
Si	8.0693	6.8183	13.8364	0	-0.0001	0.0063
Si	10.3956	9.8044	15.4672	-0.0003	-0.0005	0.007
Si	9.9134	6.875	22.5993	0.0938	-0.035	0.044
Si	8.1341	5.457	17.4152	-0.0009	-0.0001	0.0039
O	6.0563	7.9394	11.2742	0.0001	0.0005	-0.0027
O	6.0517	9.149	16.8675	0	0.0001	-0.0029
O	7.6903	1.3399	13.1797	0.0004	0.0001	-0.0033
O	0.8978	1.7279	13.8578	-0.0005	-0.0003	-0.0033
O	9.4481	6.2278	16.8736	-0.0004	-0.0004	-0.0022
O	6.7821	6.1682	13.1017	-0.0008	-0.0004	-0.0028
O	5.1461	4.6239	18.5928	0.0003	-0.0003	-0.0022
O	9.2406	2.1047	18.2632	-0.0003	0.0001	-0.0022
O	2.3841	0.0651	19.0766	0.0022	0.0004	-0.0005
O	9.4218	10.1994	16.7418	0.0006	-0.0005	-0.0027
O	2.7985	4.4152	11.6953	-0.0001	-0.0003	-0.0021
O	5.0818	10.2775	19.0387	-0.0011	0.0011	0.0008
O	9.4383	3.2144	13.4856	-0.0003	-0.0008	-0.0028
O	0.4707	1.7368	19.9522	-0.0037	0.0033	-0.0017
O	3.1592	1.3441	15.048	-0.0005	-0.0007	-0.0026
O	8.1898	5.3758	19.0324	0.0054	-0.0067	0.0231
O	3.9147	6.5631	17.3707	-0.0008	-0.0001	-0.0028
O	4.597	3.2569	16.3651	-0.0005	-0.0007	-0.0034
O	9.0796	5.6399	14.2984	-0.0001	-0.0003	-0.0025
O	5.3898	2.7437	22.1983	-0.0374	-0.0611	0.0283
O	10.6895	4.1218	15.6747	-0.0003	-0.0003	-0.0027
O	0.3373	3.8354	18.2752	-0.0016	-0.0008	-0.001
O	10.442	10.4953	19.1894	0.0007	-0.0009	-0.0013
O	9.6574	9.9921	14.0085	-0.0003	-0.0004	-0.0033
O	10.8807	8.0985	22.1026	-0.0802	-0.1127	0.0503
O	1.197	2.13	16.5239	-0.0002	-0.0005	-0.0024
O	9.7115	3.6959	20.4084	-0.0005	0.0019	-0.0015
O	8.1652	4.0009	16.6966	0.0003	-0.0015	-0.0007
O	-0.0276	9.0813	11.8841	0.0004	-0.0003	-0.0021
O	6.597	2.3819	17.9953	0.001	-0.0009	-0.0023
O	5.5909	10.699	11.1867	-0.0001	0	-0.0028
O	7.7692	9.5548	18.8207	-0.0001	-0.0001	-0.0024
O	10.0391	1.0033	12.0448	-0.0002	-0.0003	-0.0022
O	1.3247	6.9421	9.0601	0.0001	-0.0004	-0.0021
O	0.6397	4.7391	13.3408	0.0003	-0.0002	-0.0031
O	5.7265	7.5838	18.9637	0.0003	0.0004	-0.0013
O	5.2451	5.0627	11.4954	0	-0.0005	-0.0022
O	2.7325	6.9461	15.1003	-0.0001	0.0002	-0.0035
O	0.9243	2.7213	11.4543	-0.0001	0.0001	-0.0024
O	0.8733	10.6573	15.5292	-0.0001	-0.0004	-0.0025
O	2.4244	8.5707	10.9063	0.0001	-0.0006	-0.0037
O	4.7048	2.4101	11.2598	0.0004	-0.0012	-0.003
O	4.2648	3.49	13.6639	0	0.0004	-0.0039
O	2.2126	4.6475	16.4876	-0.0008	-0.0004	-0.0022
O	10.7228	8.2179	15.6799	-0.0001	0.0003	-0.0025
O	6.9425	10.2622	14.6469	0	0	-0.0025
O	2.3499	8.9206	13.4173	-0.0004	-0.0001	-0.003
O	8.0374	1.4975	15.8915	-0.0001	-0.0003	-0.0028
O	4.1432	6.9668	12.8394	0.0004	-0.0006	-0.0029
O	4.1853	1.9709	18.6926	-0.0002	-0.0005	0.0007
O	7.2526	4.3673	21.231	0.0056	0.0029	0.0034
O	8.418	2.9116	11.0968	-0.0006	-0.0001	-0.0039
O	1.2012	6.8368	17.3438	-0.0004	-0.0003	-0.0021
O	5.6569	1.5395	14.735	0.0004	-0.0005	-0.0026
O	8.1409	9.7316	11.5744	-0.001	0	-0.0027
O	9.1987	6.2121	21.2969	0.0193	-0.0059	0.0228
O	8.9796	7.6818	12.8253	0	0	-0.0023
O	1.665	0.0984	11.8787	0.0001	-0.0004	-0.0021
O	6.6685	6.11	17.0511	0.0008	-0.0005	-0.0021
O	7.4113	7.7682	15.0041	0.0001	-0.0005	-0.0026
O	1.2035	10.2605	21.2126	-0.0024	-0.0045	0.0114
O	10.0596	8.1755	18.3405	0.0006	-0.0003	-0.0025
O	4.0501	0.7689	21.0397	0.0254	0.0121	0.0739
O	0.3456	5.3144	10.9226	-0.0004	0.0003	-0.0035
O	6.7064	1.5552	9.63	0.0003	-0.0003	-0.0024
O	4.7902	8.6788	14.6604	-0.0005	-0.0005	-0.0025

Results
free energy: -143605.784 eV
free energy less fixed offsets of As -4856.12, O -568.88, Si -635.61 eV per atom: 1.686 eV

The program warned: the cutoff lies below the one the program advises for these potential files; the forces do not sum to zero within the program's tolerance; the exchange-correlation potential is rough where the density is thin.
